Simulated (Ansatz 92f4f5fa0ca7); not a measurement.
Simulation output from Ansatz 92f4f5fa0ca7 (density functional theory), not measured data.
Periodic cell of 291 atoms, Si144O115H32, with a vacuum gap, from a study of silicon, its oxide and their interface. The atomic structure is a simulated model.

Settings: functional r2SCAN; potential files Ansatz PAW; basis plane waves; wave-function cutoff 800 eV; density cutoff ratio 5; exchange-correlation grid ratio 1; k mesh 1 x 1 x 1, shifted by 0.5 0.5 0 of a step; self-consistency stop 1e-11 eV per atom in the density residual; occupations fixed; spin none; net charge 0; applied field sawtooth along c, amplitude +0.015 V/angstrom in the program's sign convention, ramp centred at 0.9898 of c and 0.0204 of c wide, no dipole correction.

Cell vectors (angstrom)
a 10.88 0 0
b 0 10.88 0
c 0 0 48.9437

Atoms and the computed forces on them: element, x, y, z (angstrom), force x, y, z (eV/angstrom)
Si 7.3601 11.2941 20.1445 0.0058 0.0003 0.0562
Si 4.7217 6.4798 30.5355 -0.0006 0.0049 0.0435
Si 8.8278 4.9098 32.6832 0.0083 -0.0016 0.0397
Si 6.7652 12.5045 14.9621 -0.0031 -0.0035 0.0504
Si 8.3092 3.12 28.5288 0.026 0.0011 0.0497
Si 2.1444 4.3678 23.7342 0.0049 -0.0064 0.0493
Si 6.9236 10.4632 17.1018 0.0006 0.0104 0.0656
Si 11.2711 12.2537 32.8973 0.0113 0.0034 0.0305
Si 5.3785 6.2033 35.3234 0.0086 0.0083 0.0192
Si 9.221 10.1218 35.2851 -0.0041 -0.0053 0.0292
Si 6.3067 1.787 35.3668 0.0019 0.0002 0.0296
Si 8.4891 3.9667 35.4934 -0.0048 -0.0019 0.0228
Si 1.0689 7.4525 35.3656 -0.0037 -0.0025 0.0245
Si 2.8027 9.2059 35.2877 0.002 -0.0008 0.0228
Si 10.0846 13.5956 36.6176 -0.0218 0.007 -0.0088
Si 3.6092 4.5671 35.5495 -0.0094 -0.0021 0.0203
Si 4.5706 8.1503 36.4697 -0.0244 0.003 -0.0179
Si 7.4339 11.0009 36.5724 -0.003 0.0239 -0.0162
Si 4.6775 2.8504 36.6954 0.0204 -0.0015 -0.0155
Si 7.2115 5.5073 36.6786 0.0043 -0.0229 -0.0178
Si 10.1195 8.345 36.5563 0.0236 -0.0004 -0.0162
Si 12.6861 10.9384 36.5354 0.0049 -0.0253 -0.0118
Si 10.905 11.8347 35.2293 0.0026 0.0034 0.0174
Si 1.932 5.6764 36.6927 0.0018 0.0247 -0.0186
Si 3.293 6.9562 38.0742 0.0207 -0.0207 0
Si 5.9942 9.5662 37.7886 0.0208 -0.0153 0.015
Si 3.2212 12.3185 37.8655 -0.0163 0.0212 0.0216
Si 5.9832 4.1588 38.1338 -0.0125 0.0148 -0.0001
Si 8.6778 6.9407 37.8473 -0.0225 0.0096 0.0178
Si 11.4084 9.6462 38.0365 -0.021 0.0148 -0.0011
Si 8.7154 12.3246 38.0481 0.0188 -0.0156 0.0004
Si 11.4395 4.172 37.89 0.0218 -0.0192 0.0176
Si 4.6181 5.5545 39.4185 -0.0052 -0.0022 0.0026
Si 7.3399 8.2751 39.2553 -0.0022 0.0027 0.0323
Si 4.6132 10.9321 39.1773 0.0032 -0.0019 0.0317
Si 7.356 13.6661 39.3953 0.0009 -0.0003 0.0107
Si 10.0295 5.5344 39.2061 -0.0059 0.0022 0.0282
Si 12.7741 8.2892 39.3634 -0.0083 0.0023 0.0145
Si 10.0631 10.9839 39.4027 -0.0034 -0.0008 0.01
Si 12.7944 2.8241 39.2776 0.0039 0.0032 0.0274
Si 6.0152 6.9304 40.6935 -0.0097 -0.0087 0.1492
Si 8.6751 9.6014 40.6889 0.017 0.0065 0.1488
Si 5.9406 12.2764 40.6194 0.0182 0.0264 0.2062
Si 8.7234 4.2001 40.6454 -0.0149 -0.0173 0.2163
Si 11.3862 6.8763 40.61 0.0159 0.0157 0.2081
Si 3.2885 9.644 40.6385 -0.0198 -0.0178 0.2212
Si 11.4455 1.4907 40.693 -0.0142 -0.01 0.1538
Si 3.2379 4.1629 40.7033 0.0226 0.0184 0.1448
Si 4.6205 8.2955 42.0175 0.1331 -0.1114 0.3404
Si 7.2924 10.969 42.0182 0.1039 -0.1559 0.327
Si 4.6285 13.6514 42.0085 -0.174 0.0952 0.2738
Si 7.3805 5.5366 42.0199 -0.119 0.165 0.3507
Si 10.061 8.22 42.0078 -0.1639 0.0891 0.2817
Si 1.9415 10.9799 42.0089 -0.0565 0.1925 0.3737
Si 10.0584 2.8594 42.0225 0.1931 -0.0739 0.3626
Si 12.7331 5.5539 42.0062 0.0892 -0.1977 0.3322
Si 2.696 9.5546 6.8995 0.1162 -0.0502 -0.3054
Si 5.4189 12.257 6.9744 0.0614 -0.0667 -0.2973
Si 2.7566 14.922 6.9543 -0.1176 0.013 -0.3725
Si 5.4784 6.7701 6.9021 -0.0646 0.1314 -0.2913
Si 8.1956 9.4957 6.9636 -0.0978 0.0749 -0.3104
Si 10.92 12.212 6.8953 -0.0888 0.1009 -0.2788
Si 8.1242 14.988 6.8977 0.0852 -0.118 -0.3214
Si 10.8495 6.8506 6.9532 0.0967 -0.0872 -0.3971
Si 4.096 8.1752 8.1637 0.0414 0.0324 -0.1628
Si 6.8098 10.872 8.2436 0.0059 0.0062 -0.1378
Si 4.0814 13.585 8.3995 -0.0119 -0.0123 -0.1786
Si 6.7974 5.4329 8.3451 -0.0076 -0.0028 -0.2059
Si 9.5222 8.1732 8.4015 -0.0006 0.0064 -0.1846
Si 1.37 10.885 8.3429 0.0033 0.0003 -0.2092
Si 9.5218 13.5992 8.1553 -0.0091 -0.0063 -0.1655
Si 1.3683 16.3347 8.1787 -0.0103 -0.011 -0.1489
Si 5.4324 9.5061 9.5537 -0.0197 -0.0167 -0.0006
Si 8.1873 12.2539 9.5222 0.0079 0.0135 -0.004
Si 5.4448 14.961 9.7556 0.0047 -0.0043 -0.0347
Si 8.1412 6.7896 9.7468 -0.0047 -0.0026 -0.0388
Si 0.0226 9.5507 9.758 -0.0024 0.0023 -0.0356
Si 2.7168 12.2084 9.7776 0.001 0.0034 -0.0309
Si 10.8644 14.9834 9.4641 0.0058 0.0005 0.0077
Si 2.7516 6.8018 9.4679 -0.0024 0.0024 0.0106
Si 4.1317 10.7672 11.0725 0.0313 -0.0328 -0.0082
Si 6.8769 13.5328 10.9919 0.0365 -0.0234 -0.0052
Si 4.0114 5.5225 10.973 -0.033 0.0349 -0.0163
Si 6.6979 8.1665 11.0235 -0.0325 0.0351 -0.0047
Si -1.4081 10.9721 11.0296 -0.0313 0.0338 -0.004
Si 1.2651 13.6912 10.926 -0.0302 0.0376 -0.0093
Si 9.5563 5.3551 10.9721 0.033 -0.0357 -0.0135
Si 1.456 8.0739 10.9343 0.0324 -0.0265 -0.012
Si 3.2306 8.9025 12.2374 -0.009 0.0153 0.0051
Si 5.9752 11.712 12.2085 -0.0038 0.0144 0.0209
Si 2.213 4.5718 12.1552 -0.0053 -0.0053 0.0023
Si 4.9567 7.2154 12.3331 0.006 -0.0048 -0.0016
Si 7.6763 9.9496 12.1714 0.007 -0.009 0.0215
Si -0.5274 12.8616 12.1896 0.0149 -0.0182 0.0169
Si 7.8829 4.3628 14.4667 0.0035 0.0045 0.0433
Si 0.4966 6.2892 12.1166 -0.0041 0.0072 0.0186
Si 0.9353 1.5497 27.2112 -0.0023 0.0064 0.0402
Si 8.5832 14.5379 12.2858 -0.016 0.0048 0.0017
Si 1.5129 13.7087 16.5404 0.0081 -0.0028 0.0607
Si 3.4508 9.7003 18.8094 0.0026 0.0142 0.0653
Si 2.2177 3.8341 32.7902 -0.0006 0.0064 0.0397
Si 0.5744 11.5663 14.7813 0.0069 -0.0021 0.045
Si 1.3611 9.9076 23.2919 -0.002 -0.0058 0.051
Si 10.6585 7.6837 26.2183 -0.006 -0.0025 0.0556
Si 7.3765 10.5681 24.7043 -0.0001 -0.0057 0.0459
Si 9.9797 3.5869 23.3329 0.0009 -0.0026 0.0599
Si 2.6186 9.3948 14.4213 0.003 0.002 0.0389
Si 3.8365 3.5455 30.3922 -0.0002 0.0041 0.0446
Si 5.922 11.5002 32.5059 0.001 0.0001 0.0433
Si 8.6155 2.0279 31.367 0.0035 0.0048 0.064
Si 5.3767 2.3941 28.2217 0.0057 0.0097 0.047
Si 5.1049 12.0248 23.2812 0.0018 -0.0024 0.0468
Si 9.2846 1.8662 25.7583 0.005 -0.0013 0.0513
Si 9.4399 8.6305 23.5424 0.0001 0.0052 0.0517
Si 1.571 4.2702 28.4302 0.0048 0.0057 0.0459
Si 7.7874 9.0819 32.7437 -0.0052 0.0052 0.0398
Si 0.5985 6.4238 32.3695 -0.005 -0.0007 0.0456
Si 6.2771 6.5432 33.1956 0.013 0.0009 0.0354
Si 5.389 6.2005 14.4767 0.008 0.0065 0.0435
Si 3.5885 12.5859 18.6013 0.0085 -0.0089 0.0512
Si 5.2837 9.5736 21.4061 0.0055 -0.0044 0.0589
Si 2.1611 8.2067 30.4226 0.003 0.003 0.0452
Si 8.8685 8.4691 29.7873 -0.0095 0.0014 0.0443
Si 8.745 6.1075 21.921 0.0191 0.0143 0.0589
Si 5.3052 10.3835 26.9985 0.0037 -0.0003 0.0481
Si 6.2336 8.052 28.3317 0.0018 -0.0127 0.0517
Si 2.3888 7.3838 24.5734 -0.002 0.0006 0.048
Si 5.2417 6.8183 25.6204 0.0004 0.0008 0.0544
Si 11.1844 9.6794 28.4857 0.0071 -0.0135 0.0434
Si 5.9398 13.9888 19.6612 -0.0076 0.0126 0.049
Si 3.0066 11.3455 25.4676 0.0038 0.0003 0.0471
Si 4.4789 14.8789 22.1302 -0.0061 0.0068 0.0539
Si 8.7559 10.3889 14.8572 -0.0514 -0.0018 0.0494
Si 4.6148 8.5115 16.474 -0.0056 0.0135 0.0665
Si 2.8683 4.554 14.4081 -0.012 -0.0091 0.0419
Si 9.9423 12.79 20.624 -0.0015 0.0059 0.0488
Si 3.0471 10.5055 32.3489 -0.0032 -0.0063 0.0456
Si 5.8606 6.7412 22.7799 0.0022 -0.0013 0.0534
Si 9.9377 5.8493 28.5559 -0.0031 -0.0046 0.0408
Si 0.9218 6.8982 15.0496 -0.0076 0.0042 0.0454
Si 8.7409 4.4561 19.2918 -0.0053 -0.0035 0.0652
Si 3.6852 4.2513 26.3229 -0.006 -0.0007 0.0509
Si 10.1409 5.0557 16.5946 -0.0107 -0.0078 0.0638
Si 1.8029 11.2954 20.473 -0.0136 -0.0018 0.0653
O 8.7414 2.1305 29.7471 -0.0012 0.0101 -0.0256
O 2.2045 5.9689 23.8369 -0.0023 -0.0181 -0.0201
O 9.2246 4.7123 34.2391 -0.0004 0.0071 -0.0399
O 0.6064 7.0538 33.849 0.0002 -0.0076 -0.0435
O 0.9605 7.5859 31.3125 0.007 0.0106 -0.0205
O 3.837 10.2766 26.341 -0.0071 0.0046 -0.0207
O 2.8299 3.9085 34.2659 -0.0101 -0.0068 -0.0244
O 5.7047 12.1783 13.7814 -0.0138 -0.0071 -0.0307
O 1.9871 10.8869 14.4216 0.0052 -0.0031 -0.0167
O 6.9496 5.7093 14.4942 -0.0013 0.0049 -0.0214
O 10.0419 6.437 27.0466 0.0105 0.0073 -0.0299
O 6.7067 3.253 28.483 0.0115 0.0025 -0.0136
O 5.2885 9.3511 28.2358 -0.0051 0.0039 -0.0184
O 10.7955 6.511 16.2618 0.0094 0.0101 -0.0199
O 0.6254 3.8617 23.7676 -0.0066 0.0026 -0.014
O 0.7221 11.2206 28.2615 0.0064 0.0162 -0.0212
O 2.4663 14.1345 15.2942 0.0114 0.0163 -0.0322
O 4.9764 14.8766 20.6036 0.0095 -0.0042 -0.032
O 1.7603 5.2948 32.2698 -0.0016 -0.0003 -0.0082
O 6.5172 12.6615 20.4068 0.0005 0.0027 -0.0306
O 6.9736 14.0833 15.1791 0.0029 0.0056 -0.023
O 3.22 9.7562 33.7837 -0.0009 0.0137 -0.0351
O 7.1121 12.3382 31.7321 0.0066 0.0063 -0.0149
O 8.7891 3.5214 31.9051 -0.0002 -0.0039 -0.009
O 1.8035 10.7509 21.9908 0.012 0.0132 -0.0479
O 3.0495 12.3142 20.1343 0.0089 0.0033 -0.0329
O 5.1351 6.8443 32.0657 -0.0078 -0.0062 -0.036
O 5.702 11.8177 27.6222 0.0044 -0.0125 -0.0177
O 6.2251 6.9461 24.3443 0.0078 -0.0032 -0.0366
O 3.549 8.4868 17.7265 0.0142 -0.0134 -0.0451
O 2.1195 8.4804 23.4058 -0.0011 0.0117 -0.031
O 4.0431 12.0646 24.4854 0.0166 0.0095 -0.0344
O 2.4381 13.3851 17.8131 -0.0196 0.0097 -0.0421
O 4.8588 5.4635 22.7279 -0.0003 -0.0046 -0.0181
O 9.2144 5.1172 17.9056 0.0133 0.0105 -0.053
O 8.2292 11.9041 14.5422 0.0041 -0.0003 -0.0203
O 2.954 3.7333 24.9815 -0.009 0.0029 -0.0368
O 5.8286 7.0878 29.5431 0.0074 0.0063 -0.0273
O 9.9941 13.4301 22.0994 -0.004 -0.0197 -0.0465
O 6.7811 10.0487 20.9949 0.009 0.0065 -0.0191
O 2.4284 3.7771 29.6738 -0.0117 0.0085 -0.0301
O 6.3782 9.9737 25.8396 0.0074 -0.0047 -0.0285
O 0.8903 2.9168 32.7401 0.0053 0.0026 -0.012
O 0.1327 12.6418 13.6756 -0.0065 0.0061 -0.025
O 9.4985 7.0017 29.5797 0.0035 -0.0084 -0.0223
O 6.5831 11.6359 23.7917 -0.01 0.0056 -0.0266
O 7.3057 5.4559 32.5551 0.0012 -0.0018 -0.0122
O 9.7402 7.8359 24.9113 -0.0064 0.0089 -0.0357
O 4.426 9.3747 20.0562 -0.0137 0 -0.0383
O 9.3782 7.5499 22.3248 -0.0048 -0.0137 -0.0211
O 4.8242 5.2975 25.9118 0.0027 0.0075 -0.0187
O 4.4695 4.8451 14.5248 -0.0059 0.0092 -0.0181
O 5.9296 9.2056 17.091 -0.001 -0.0052 -0.019
O 0.1042 6.7381 13.6599 -0.006 -0.0054 -0.0323
O 7.721 8.5916 28.6494 -0.0101 0.0015 -0.0198
O 9.9936 5.8499 32.0704 -0.0006 0.0007 -0.01
O 8.1133 9.4483 13.7054 -0.0034 -0.0023 -0.0296
O 6.3118 11.7463 16.3126 0.0024 0.0156 -0.037
O 9.9663 9.6294 29.5477 0.0046 0.0039 -0.0109
O 7.4149 2.8906 34.8649 0.0013 0.0018 -0.0084
O 7.251 7.795 33.5413 0.0044 0.006 -0.0069
O 1.5612 8.3779 15.154 -0.0032 0.0001 -0.0195
O 4.3842 11.3691 31.9652 -0.0012 -0.003 -0.0174
O 2.904 9.3968 31.1986 -0.0054 -0.0079 -0.0274
O 5.2897 8.1485 22.1888 -0.0058 0.0165 -0.0272
O 10.6474 9.0368 27.1019 -0.0038 -0.0084 -0.0285
O 9.8836 12.0737 32.0108 -0.0106 -0.0027 -0.0136
O 7.1519 6.2892 21.9526 0.0166 -0.0069 -0.0168
O 2.5324 4.8859 27.2792 0.0138 0.0064 -0.0259
O 2.1618 5.8614 15.0734 0.0071 -0.0019 -0.0233
O 11.4265 5.3802 28.9675 0.002 -0.0024 -0.0105
O 8.5437 11.3661 25.4442 -0.0128 -0.0089 -0.0217
O 3.2693 7.0637 30.136 0 -0.0028 -0.0141
O 0.4607 12.1293 20.1953 0 -0.0029 -0.0255
O 0.6992 12.3548 16.1802 -0.0027 -0.0107 -0.0288
O 3.8598 7.5895 25.2271 -0.0061 0.0013 -0.0196
O 9.0658 5.5688 20.4284 -0.0034 -0.0167 -0.0369
O 3.9849 9.4282 15.3011 -0.0109 0.0031 -0.0325
O 5.6873 12.0897 33.9869 0.0033 -0.0072 -0.0326
O 2.4031 12.3536 26.5675 0.0055 -0.0054 -0.0224
O 10.8186 12.3427 25.9632 -0.0129 -0.0071 -0.0235
O 1.98 10.0226 19.4492 0.0033 -0.0066 -0.0276
O 8.7398 2.4828 27.1266 0.0022 -0.0149 -0.0385
O 3.8876 11.0828 18.0378 0.0059 -0.0004 -0.0169
O 10.3578 10.3807 14.8314 -0.027 0.001 -0.0158
O 4.9499 13.454 18.4973 -0.0094 -0.0057 -0.0195
O 1.7937 10.7038 24.6292 -0.0067 -0.0087 -0.0254
O 1.3117 7.4621 25.7702 0.0146 -0.0064 -0.0237
O 9.2307 4.5986 15.3363 -0.0129 -0.0066 -0.0411
O 4.7355 4.882 30.3259 -0.0022 -0.0024 -0.0214
O 7.1654 14.9296 19.177 0.0012 0.0022 -0.016
O 2.8726 14.7681 22.361 0.011 -0.0089 -0.0277
O 6.0766 7.3079 26.9074 -0.0067 -0.0035 -0.0337
O 0.7348 2.9858 27.9139 -0.0057 -0.0077 -0.0162
O 9.2582 4.9794 22.9568 -0.0062 0.0099 -0.0309
O 4.6674 10.8095 22.2791 -0.0003 -0.0171 -0.0363
O 9.5592 13.9645 19.5773 -0.0071 0.0093 -0.019
O 8.3503 8.6514 31.2987 0.0048 -0.0024 -0.0394
O 5.173 2.6804 22.7761 0.0025 0.0097 -0.0313
O 8.92 4.6083 28.6654 -0.0027 0.0009 -0.0112
O 9.1583 2.9343 24.5572 0.0027 0.0077 -0.0351
O 4.4512 3.1081 27.1288 -0.0112 0.0018 -0.0239
O 8.8721 11.5813 20.5986 -0.0001 0.0016 -0.0219
O 6.4857 9.9975 32.5422 0.0063 -0.0016 -0.017
O 10.6367 9.6864 23.2423 0.0035 0.0069 -0.0155
O 0.4564 14.8795 16.8604 0.0025 -0.0017 -0.0221
O 7.3027 10.9098 18.5865 -0.0028 -0.0096 -0.0564
O 8.2627 9.9711 16.3291 0.0152 0.0001 -0.0338
O 4.6071 2.3334 29.6524 0.0077 -0.0056 -0.0246
O 1.5395 8.7901 29.0462 -0.0079 0.0082 -0.023
O 3.4432 3.2283 31.9181 0.011 0.0042 -0.0196
O 8.8956 9.7765 33.6919 -0.005 -0.003 -0.0193
O 5.029 7.0852 15.8152 0.0003 -0.0188 -0.0363
O 8.0359 9.4218 23.7611 0.0055 -0.0069 -0.014
O 1.649 11.3531 32.357 -0.0007 -0.0064 -0.0133
H 3.7911 7.4814 42.9499 0.2381 0.2286 -0.2953
H 5.4407 9.1189 42.9499 -0.4161 -0.3631 -0.232
H 6.4695 10.1483 42.9507 0.4041 0.3821 -0.2255
H 8.1055 11.7994 42.9507 -0.2482 -0.1772 -0.3075
H 3.8114 12.8249 42.9409 0.3754 0.3786 -0.2296
H 5.453 14.4705 42.9409 -0.1688 -0.2809 -0.3104
H 8.2066 6.3541 42.9523 -0.3523 -0.3976 -0.2287
H 6.5654 4.7081 42.9523 0.2191 0.2397 -0.2929
H 9.2444 7.393 42.9403 0.3885 0.3574 -0.2398
H 10.8902 9.0343 42.9403 -0.2129 -0.2382 -0.3059
H 1.127 10.1509 42.9414 0.243 0.2071 -0.302
H 2.7728 11.7922 42.9414 -0.3947 -0.3699 -0.2162
H 9.2293 2.045 42.955 0.2041 0.2243 -0.3052
H 10.8672 3.6939 42.955 -0.3593 -0.3863 -0.218
H 11.9045 4.739 42.9386 0.34 0.3947 -0.236
H 13.555 6.3756 42.9386 -0.2669 -0.1978 -0.3069
H 3.5254 10.3687 5.967 -0.4169 -0.2056 0.2234
H 1.8742 8.7328 5.967 0.2392 0.371 0.2541
H 6.2418 13.0777 6.042 -0.3662 -0.2302 0.2887
H 4.5987 11.4336 6.042 0.245 0.3749 0.282
H 3.5736 15.7486 6.0219 -0.168 -0.4088 0.2834
H 1.9253 14.1098 6.0219 0.423 0.2104 0.2621
H 4.6539 5.9511 5.9696 0.3512 0.2359 0.248
H 6.2935 7.5985 5.9696 -0.1923 -0.4149 0.2248
H 7.3695 8.6782 6.0312 0.382 0.2101 0.2858
H 9.0122 10.3226 6.0312 -0.2284 -0.3626 0.2907
H 10.0908 11.3976 5.9628 0.401 0.1903 0.2379
H 11.7345 13.041 5.9628 -0.229 -0.3956 0.2391
H 8.9533 15.8024 5.9652 -0.3635 -0.1934 0.249
H 7.3111 14.1575 5.9652 0.2021 0.4132 0.2242
H 10.0406 6.0161 6.0207 0.1598 0.3904 0.2759
H 11.6781 7.6655 6.0207 -0.443 -0.1889 0.258

Results
free energy: -158208.601 eV
free energy less fixed offsets of H -15.71, O -570.45, Si -639.56 eV per atom: -7.491 eV

The program warned: the cutoff lies below the one the program advises for these potential files; the forces do not sum to zero within the program's tolerance; empty levels may hold ghost states of the PAW files; the exchange-correlation potential is rough where the density is thin.
